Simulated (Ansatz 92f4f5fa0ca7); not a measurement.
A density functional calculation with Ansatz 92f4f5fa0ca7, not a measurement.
Periodic cell of 285 atoms, Si195O90, from a study of silicon, its oxide and their interface. The atomic structure is a simulated model.
Doubt: the cutoff is far below the 930 eV that the study's wrapper takes by default for these files, so forces and energies are approximate.

Settings: functional PBE; potential files Ansatz PAW; basis plane waves; wave-function cutoff 580 eV; density cutoff ratio 5; exchange-correlation grid ratio 1; k mesh 1 x 1 x 1, Gamma-centred; self-consistency stop 5e-08 eV per atom in the density residual; occupations fixed; spin none; net charge 0.

Cell vectors (angstrom)
a, 11.6015, 0, 0
b, 0, 10.938, 0
c, 0, 0, 40.8219

Atoms and the computed forces on them: element, x, y, z (angstrom), force x, y, z (eV/angstrom)
Si, 0, 0, 0.9665, 0.0006, 0.0798, -0.0006
Si, 3.8672, 0, 0.9665, -0.0077, -0.0479, 0.0243
Si, 7.7343, 0, 0.9665, 0.0075, 0.0483, 0.0147
Si, 1.9336, 1.3673, 0.9665, 0.0158, -0.0215, 0.0001
Si, 5.8008, 1.3673, 0.9665, -0.0026, -0.0251, 0.0176
Si, 9.6679, 1.3673, 0.9665, -0.011, -0.0907, -0.0092
Si, 0, 5.469, 0.9665, -0.0124, 0.0241, -0.0392
Si, 3.8672, 5.469, 0.9665, 0.0042, 0.0315, -0.014
Si, 7.7343, 5.469, 0.9665, 0.0046, 0.0919, -0.0019
Si, 1.9336, 6.8362, 0.9665, 0.0004, -0.0491, 0.0075
Si, 5.8008, 6.8362, 0.9665, -0.0103, -0.0215, -0.0094
Si, 9.6679, 6.8362, 0.9665, 0.0098, -0.0431, 0.0067
Si, 1.9336, 2.7345, 39.8548, 0.0149, 0.0132, 0.0161
Si, 5.8008, 2.7345, 39.8548, -0.0174, -0.0015, 0.0133
Si, 9.6679, 2.7345, 39.8548, 0.013, 0.0845, 0.0272
Si, 0, 4.1018, 39.8548, -0.0121, -0.1104, -0.0841
Si, 3.8672, 4.1018, 39.8548, -0.0054, -0.0276, 0.0107
Si, 7.7343, 4.1018, 39.8548, 0.0564, -0.1265, -0.0524
Si, 1.9336, 8.2035, 39.8548, 0.0257, 0.0714, -0.0389
Si, 5.8008, 8.2035, 39.8548, 0.0055, 0.0557, -0.0268
Si, 9.6679, 8.2035, 39.8548, 0.0092, 0.0271, 0.0147
Si, 0, 9.5708, 39.8548, -0.0188, -0.0958, -0.0002
Si, 3.8672, 9.5708, 39.8548, 0.0297, 0.1347, 0.1127
Si, 7.7343, 9.5708, 39.8548, 0.002, -0.0354, 0.0133
Si, 0, 0, 4.8337, -0.0384, 0.0306, 0.0705
Si, 3.8672, 0, 4.8337, 0.0354, 0.053, -0.0528
Si, 7.7343, 0, 4.8337, -0.0604, 0.0565, 0.1224
Si, 1.9336, 1.3673, 4.8337, -0.0757, -0.0873, -0.1744
Si, 5.8008, 1.3673, 4.8337, 0.0066, 0.0327, 0.0068
Si, 9.6679, 1.3673, 4.8337, 0.0055, -0.0655, 0.0295
Si, 0, 5.469, 4.8337, -0.0556, -0.0032, -0.3181
Si, 3.8672, 5.469, 4.8337, -0.0112, 0.0696, -0.0967
Si, 7.7343, 5.469, 4.8337, 0.0091, 0.0587, 0.1156
Si, 1.9336, 6.8362, 4.8337, -0.0259, -0.08, 0.1063
Si, 5.8008, 6.8362, 4.8337, 0.0196, -0.1115, -0.1497
Si, 9.6679, 6.8362, 4.8337, -0.0479, -0.0523, 0.0983
Si, 1.9336, 2.7345, 2.9001, -0.0147, 0.0083, -0.018
Si, 5.8008, 2.7345, 2.9001, -0.0031, 0.0363, 0.0059
Si, 9.6679, 2.7345, 2.9001, -0.0012, 0.0755, -0.0116
Si, 0, 4.1018, 2.9001, -0.0044, 0.0288, -0.0412
Si, 3.8672, 4.1018, 2.9001, -0.0099, -0.0272, -0.0034
Si, 7.7343, 4.1018, 2.9001, -0.0064, -0.1056, 0.0268
Si, 1.9336, 8.2035, 2.9001, -0.008, 0.0604, 0.0153
Si, 5.8008, 8.2035, 2.9001, -0.0002, 0.0128, 0.0055
Si, 9.6679, 8.2035, 2.9001, -0.0143, 0.0625, 0.0199
Si, 0, 9.5708, 2.9001, -0.0052, -0.0783, 0.0071
Si, 3.8672, 9.5708, 2.9001, -0.0048, 0.0346, -0.0089
Si, 7.7343, 9.5708, 2.9001, -0.0122, -0.0678, 0.0121
Si, -2.6132, 1.351, 26.6391, -0.4473, -0.3814, 0.1332
Si, 6.1539, 2.4416, 23.4589, -0.0344, -0.2035, 0.0997
Si, 3.9883, 2.7182, 25.2861, 0.3563, 0.0059, -0.2138
Si, 6.2663, 2.0647, 30.4122, -0.0773, 0.0994, -0.0943
Si, 11.1087, 0.9545, 24.4115, -0.0973, 0.0485, -0.076
Si, 9.4215, 2.5151, 31.8226, 0.0822, -0.033, 0.1326
Si, 3.0473, 4.7102, 23.4719, 0.0475, 0.0437, -0.0207
Si, 6.9559, 7.6229, 19.8254, 0.1719, 0.2477, 0.4484
Si, 4.3215, 8.7834, 32.6535, 0.2597, 0.0273, 0.0871
Si, -3.4059, 4.6901, 31.8613, -0.0604, -0.2625, -0.1995
Si, 8.2521, 11.757, 30.6489, -0.2957, 0.1733, -0.0842
Si, 7.4474, 10.6951, 28.6544, -0.168, 0.1516, -0.2477
Si, -3.7368, -1.0995, 31.9309, -0.2564, 0.3506, 0.3234
Si, 6.1108, 4.3647, 30.6821, -0.0407, -0.0539, -0.269
Si, 11.7521, 4.9438, 31.5622, 0.2559, 0.3131, 0.184
Si, 1.3275, 0.9961, 30.7434, -0.1164, 0.1281, -0.1263
Si, -0.2286, 2.8342, 30.5457, -0.0038, 0.0888, -0.1819
Si, 9.8274, 6.2471, 30.9239, 0.0419, -0.0782, -0.1625
Si, -0.9895, 3.2836, 28.2731, -0.1432, -0.0338, 0.4006
Si, 7.1939, 10.6849, 22.8351, -0.077, 0.031, 0.0948
Si, 12.0197, 9.7313, 31.8899, 0.0095, -0.0464, 0.2778
Si, 5.5722, 10.0366, 31.1362, -0.1325, 0.1343, 0.6848
Si, 5.0589, 12.1596, 32.1331, 0.4449, -0.1217, 0.0969
Si, 3.3797, 8.9497, 24.5547, 0.1256, -0.1021, 0.0188
Si, 0.1409, -0.0192, 33.9734, -0.0663, 0.2426, -0.1044
Si, 3.9605, -0.3098, 34.2475, -0.0392, -0.3157, 0.3316
Si, 7.8639, -0.066, 34.0747, -0.1171, -0.1162, -0.1105
Si, 2.1384, 1.2438, 34.1684, 0.0226, -0.1053, -0.0382
Si, 5.8564, 1.1149, 34.3009, -0.1434, 0.0614, -0.25
Si, 9.7532, 1.3797, 33.9628, 0.0998, -0.0716, -0.2993
Si, -0.0117, 5.5201, 33.9514, -0.111, -0.1574, -0.1294
Si, 3.8883, 5.4771, 34.076, -0.101, -0.1353, -0.0444
Si, 7.7364, 5.706, 33.947, -0.1585, 0.17, -0.0006
Si, 1.9389, 6.8282, 34.0861, -0.1691, -0.1285, -0.1958
Si, 5.6472, 7.043, 33.9596, -0.0328, -0.0199, -0.155
Si, 9.7242, 7.0258, 34.0497, 0.038, 0.0721, 0.131
Si, 1.9677, 2.7331, 35.9904, 0.0423, -0.0112, 0.0204
Si, 5.8441, 2.7601, 35.9796, -0.0621, -0.0018, 0.1031
Si, 9.682, 2.7475, 35.9204, 0.1427, 0.0892, 0.0259
Si, 0.0173, 4.1101, 35.9087, -0.0536, -0.0289, 0.0191
Si, 3.8963, 4.0936, 35.975, -0.0011, -0.036, 0.1516
Si, 7.7593, 4.1837, 35.8758, -0.1208, 0.0687, 0.0674
Si, 1.9197, 8.184, 36.0115, 0.0116, 0.0294, 0.1131
Si, 5.8388, 8.1643, 36.0101, 0.0874, 0.1081, 0.1304
Si, 9.7181, 8.2467, 36.0392, 0.0224, -0.0002, 0.021
Si, 0.0336, 9.6085, 35.9681, 0.0635, -0.052, 0.0398
Si, 3.8913, 9.4234, 36.1875, -0.1265, -0.015, -0.1538
Si, 7.7682, 9.5494, 36.0181, 0.0817, -0.031, -0.077
Si, 0, 0, 37.9212, 0.1176, 0.2238, -0.1106
Si, 3.8672, 0, 37.9212, -0.028, 0.1689, 0.501
Si, 7.7343, 0, 37.9212, -0.0271, 0.0757, 0.0583
Si, 1.9336, 1.3673, 37.9212, -0.0576, 0.0417, 0.0971
Si, 5.8008, 1.3673, 37.9212, 0.1462, 0.1634, -0.0593
Si, 9.6679, 1.3673, 37.9212, -0.0901, 0.1354, -0.3334
Si, 0, 5.469, 37.9212, 0.0572, -0.1016, -0.2515
Si, 3.8672, 5.469, 37.9212, 0.0455, 0.0054, -0.1198
Si, 7.7343, 5.469, 37.9212, 0.0042, -0.0458, -0.2774
Si, 1.9336, 6.8362, 37.9212, -0.2141, -0.2773, 0.1172
Si, 5.8008, 6.8362, 37.9212, 0.1765, -0.3168, 0.1535
Si, 9.6679, 6.8362, 37.9212, 0.1434, -0.1206, 0.0853
Si, 1.8985, 2.7374, 6.7378, 0.0131, 0.1738, 0.0865
Si, 5.787, 2.7494, 6.7707, -0.0116, 0.1239, 0.0033
Si, 9.6463, 2.7075, 6.7873, -0.0461, 0.1174, 0.0634
Si, -0.0403, 4.1095, 6.7364, 0.0066, 0.0492, -0.0752
Si, 3.8277, 4.0983, 6.7484, -0.0043, -0.0669, 0.032
Si, 7.7404, 4.1175, 6.8005, 0.0198, -0.1645, 0.0963
Si, 1.9139, 8.2123, 6.7708, 0.0432, 0.0756, 0.056
Si, 5.7892, 8.1889, 6.7481, -0.0399, 0.0084, 0.0059
Si, 9.6266, 8.2076, 6.778, -0.0215, 0.0648, 0.0696
Si, -0.0332, 9.5635, 6.775, 0.0196, -0.0375, 0.0662
Si, 3.8582, 9.5494, 6.735, 0.0107, -0.0804, -0.063
Si, 7.7035, 9.5804, 6.788, -0.03, -0.1209, -0.0018
Si, -0.0204, -0.0216, 8.729, 0.0171, 0.1304, 0.0646
Si, 3.8402, -0.0497, 8.6562, -0.0497, 0.0425, -0.0248
Si, 7.6745, -0.0253, 8.7591, 0.0952, 0.0824, -0.0524
Si, 1.9311, 1.3222, 8.6165, 0.0201, -0.1766, -0.0385
Si, 5.7543, 1.3689, 8.6943, 0.0036, -0.1719, 0.0849
Si, 9.6166, 1.3134, 8.726, -0.0617, -0.0965, 0.0738
Si, -0.0498, 5.6208, 8.5488, 0.1492, 0.0888, 0.0115
Si, 3.7705, 5.4523, 8.6797, 0.0765, 0.0741, 0.0242
Si, 7.7398, 5.4513, 8.7887, -0.1587, 0.1443, 0.0981
Si, 1.8961, 6.9312, 8.7643, 0.0607, 0.0879, -0.0168
Si, 5.7647, 6.735, 8.6129, 0.02, -0.156, -0.0223
Si, 9.6074, 6.9743, 8.8083, -0.0923, 0.0576, 0.0737
Si, -2.0134, 2.7904, 10.5604, 0.0946, 0.0607, -0.0438
Si, 5.5465, 0.2586, 12.5319, -0.0979, -0.1972, -0.1037
Si, 11.6115, -1.1185, 10.8473, -0.1261, 0.0055, -0.0524
Si, -3.4079, -0.8417, 16.302, 0.0643, 0.2794, 0.209
Si, 0.1911, 8.0615, 21.651, 0.0256, -0.1169, 0.1672
Si, 6.0861, 7.7293, 15.3375, -0.1229, 0.0619, 0.069
Si, 5.6981, 2.7337, 10.637, -0.0174, -0.1518, 0.4157
Si, 10.6093, 13.5909, 12.6768, -0.6374, 0.2283, 0.1256
Si, 9.428, 6.7743, 17.8514, -0.068, -0.2307, 0.1578
Si, 5.7482, 8.1071, 10.4737, 0.0371, -0.1255, -0.2977
Si, 3.8462, 5.481, 12.4937, -0.1656, -0.1439, 0.168
Si, 9.7581, 6.5825, 12.418, 0.4268, -0.1129, 0.049
Si, 2.2512, -5.2155, 30.7897, -0.1033, 0.1806, 0.1803
Si, 1.681, -4.325, 12.645, -0.5162, -0.2698, 0.2024
Si, 7.6137, -4.3162, 22.635, -0.0129, 0.0629, 0.0882
Si, -0.0289, 3.987, 10.1611, -0.0083, -0.0329, 0.2958
Si, 1.818, -2.69, 10.823, 0.0284, -0.3646, -0.1833
Si, 15.2194, 3.7946, 15.0368, -0.0151, -0.2115, -0.0092
Si, 0.2266, 2.3389, 17.1185, 0.2617, -0.2209, -0.231
Si, 6.0394, 0.7825, 17.816, -0.2358, -0.023, -0.1462
Si, 7.6312, 4.0793, 10.7887, 0.1057, 0.1172, -0.3187
Si, 7.5452, 9.5887, 10.7445, -0.2878, 0.1674, 0.3875
Si, 10.49, 9.0941, 16.4009, 0.0975, 0.1657, -0.4669
Si, 14.8444, 8.4947, 21.3434, -0.038, 0.1171, 0.1384
O, -0.424, 17.3051, 27.923, 0.0445, 0.0504, -0.023
O, 0.5336, -6.9908, 17.0782, -0.0069, 0.1643, 0.0077
O, 15.525, 2.2209, 15.2483, 0.033, 0.1794, 0.0253
O, 25.3429, 8.0867, 25.1807, -0.0743, -0.0541, 0.0049
O, 6.0937, 24.2829, 17.6937, 0.0978, 0.1515, -0.0168
O, 30.0899, -5.6525, 22.1273, 0.0901, 0.0081, -0.025
O, 21.6802, 1.8312, 27.7496, 0.1594, 0.0709, 0.0608
O, 28.4293, 15.7404, 20.1004, -0.0151, 0.195, -0.0409
O, -0.049, 24.321, 23.9488, 0.0135, -0.0094, 0.0311
O, 4.5954, 7.434, 16.0582, 0.267, 0.234, -0.1442
O, 8.2139, 21.9122, 27.2239, 0.2414, 0.2226, -0.297
O, 30.1551, 31.5792, 24.0983, 0.0481, -0.0256, -0.0016
O, 26.398, -0.5021, 25.1901, -0.0439, 0.0385, 0.0561
O, 11.9218, 24.5295, 21.2173, -0.0275, 0.0034, -0.0455
O, 13.5903, 5.4021, 27.4366, 0.0627, -0.1217, -0.0784
O, 28.147, 43.9911, 16.7408, 0.078, -0.0124, 0.0344
O, 25.282, -18.3159, 22.8606, -0.0394, -0.0367, 0.0067
O, 14.2217, 23.8644, 25.6763, -0.1633, 0.0185, 0.0366
O, 25.8126, 35.7735, 28.5918, 0.1598, 0.0499, 0.0575
O, 10.7076, -24.4474, 14.9218, -0.1395, 0.4394, 0.7653
O, 20.1737, 32.2714, 22.0483, 0.091, -0.0708, -0.0747
O, -9.4614, 11.2777, 27.5798, -0.1115, 0.1259, -0.094
O, 0.3779, 17.0431, 25.4113, -0.0311, -0.1164, 0.1136
O, 29.8408, 14.5671, 24.5155, 0.0419, 0.0392, 0.0843
Si, 22.9232, 17.9992, 14.1708, 0.1332, -0.4181, -0.6458
Si, 12.0429, 22.6665, 12.4394, 0.5794, -0.2054, 0.2782
Si, 6.424, 19.3195, 24.8716, -0.1033, 0.1302, -0.0045
Si, 2.1283, 11.4067, 25.9517, 0.1074, -0.0614, -0.1702
Si, 14.3125, 12.2297, 28.8221, 0.1865, -0.403, 0.2392
Si, -1.954, -2.5425, 10.8511, 0.1155, -0.1324, -0.2119
Si, -3.9436, 16.5037, 12.6628, 0.4369, -0.033, 0.1927
Si, -0.1411, 26.7922, 12.2517, 0.2145, 0.1701, -0.531
Si, -7.7523, 31.3433, 10.564, 0.2261, 0.2953, 0.3778
Si, 7.3151, 18.7455, 27.8495, 0.046, 0.0341, 0.267
Si, -1.9966, 4.0964, 19.3652, -0.0771, 0.2713, 0.1147
Si, -7.3797, 22.4916, 15.3355, -0.1076, 0.0798, 0.0247
Si, -15.9028, 14.363, 17.3557, 0.0074, -0.2371, -0.074
Si, 17.4537, 5.299, 28.4736, 0.2131, -0.0924, 0.4069
Si, 17.3603, 6.8768, 12.4368, -0.4911, 0.2255, 0.0074
Si, 5.4152, 10.2238, 20.3027, 0.0159, 0.2235, 0.0713
Si, 9.85, 8.3627, 32.0348, -0.0384, 0.0223, -0.2267
Si, 14.3689, 4.6357, 28.6615, 0.0126, 0.2203, 0.0225
Si, 6.5924, 25.2906, 26.1603, 0.0109, 0.0298, 0.0914
Si, 3.8672, 15.3388, 31.9349, 0.1477, 0.066, -0.0262
Si, 22.572, 13.1623, 19.9536, -0.0095, -0.2587, 0.2624
Si, -19.4196, 6.2136, 16.8044, -0.1478, -0.2382, 0.0214
Si, -7.8462, -6.8714, 10.606, -0.0225, 0.2226, -0.2895
Si, 16.7246, 11.3622, 29.1752, 0.1914, 0.4821, -0.3044
Si, 12.8134, 7.0239, 24.3581, 0.1359, 0.0806, -0.0462
Si, 16.5755, 28.2738, 19.7333, -0.3777, -0.0612, -0.0184
Si, 14.5059, 45.893, 32.1252, 0.1841, -0.0953, 0.2617
Si, 9.7312, 16.9543, 28.6145, -0.0842, -0.0244, 0.5165
Si, 2.1921, 7.9747, 32.0228, 0.0536, -0.5214, -0.1458
Si, 12.0893, 36.1326, 22.6903, -0.0258, -0.0213, -0.0323
Si, 21.7284, 10.6665, 21.6809, -0.0317, 0.1298, 0.1231
Si, 1.2445, 32.8932, 15.4883, 0.2585, 0.139, -0.0625
Si, 32.366, -9.0841, 15.4013, 0.1408, 0.1115, 0.1081
Si, -1.3736, 16.5458, 21.8995, 0.085, 0.0636, 0.1096
Si, 5.6023, 4.457, 21.6413, -0.1262, -0.2283, 0.0817
Si, 1.1447, 26.9105, 16.0091, 0.0554, 0.0802, -0.1602
Si, 13.4826, 24.5146, 10.5251, 0.1025, -0.2728, 0.0896
Si, -4.1705, 27.7609, 15.715, 0.0359, -0.0252, 0.0483
Si, 0.4699, 16.3902, 26.9071, -0.2206, 0.0008, -0.038
O, 7.6728, 16.046, 14.2855, -0.0329, -0.2354, 0.1109
O, 13.4263, 12.5147, 11.8731, -0.3712, 0.0625, -0.3062
O, 13.8521, 6.1142, 23.4931, 0.0099, -0.0266, -0.0182
O, 9.3481, -6.2468, 20.8804, -0.0163, -0.0474, -0.1653
O, 27.0721, 9.7216, 20.4613, -0.0286, -0.0411, -0.0147
O, -10.2687, 45.2721, 16.26, -0.0879, 0.0883, -0.0113
O, 7.2356, 12.1786, 23.4902, 0.0373, 0.038, -0.0388
O, 19.4839, 24.3932, 26.4993, 0.0123, 0.0214, -0.0145
O, 16.8591, 43.9793, 14.1391, 0.1497, -0.0161, -0.0529
O, -1.4229, 11.8097, 20.5041, 0.0598, 0.1213, -0.1019
O, -11.3223, 7.8475, 23.2914, -0.0274, 0.0382, -0.0041
O, 26.7789, 4.2675, 24.9526, -0.0496, -0.01, 0.0982
O, -5.9665, 12.7574, 12.0503, 0.0192, 0.0094, -0.2577
O, -18.9543, 10.4423, 11.8749, -0.1527, -0.0384, -0.211
O, -2.2148, 37.209, 28.4465, 0.1821, 0.0049, -0.0493
O, 32.3905, 17.2565, 22.9341, -0.0202, 0.03, -0.02
O, -4.6384, 32.3265, 12.1114, 0.2421, -0.0851, -0.34
O, -45.7679, 0.1591, 13.9685, -0.0569, 0.1262, -0.2641
O, 23.8407, 11.1883, 25.3468, -0.0017, -0.0169, 0.0626
O, 27.2844, 6.3933, 18.3822, 0.0134, 0.0301, -0.0144
O, 11.8482, 21.0134, 16.4129, -0.1132, -0.1616, 0.1559
O, 18.2461, 37.5344, 27.1334, -0.0093, 0.0098, -0.1112
O, 34.309, 61.3914, 21.0577, -0.0422, 0.0094, -0.0773
O, 7.4916, 7.6902, 21.4014, -0.0735, -0.0026, -0.2247
O, 8.643, -4.0501, 27.8033, -0.0266, 0.0585, -0.2195
O, 37.646, 10.6547, 15.3019, -0.182, -0.135, 0.0229
O, -6.9391, -8.9552, 23.9733, -0.0395, 0.0485, 0.0065
O, -16.3979, -6.0364, 16.8858, 0.1103, 0.1043, 0.0085
O, 22.5245, 43.8705, 23.0417, 0.0382, -0.0244, 0.0414
O, -11.6825, -27.0149, 15.251, -0.0324, 0.0197, 0.2579
O, 19.6591, 35.6402, 16.0524, -0.1234, 0.0409, -0.0268
O, 19.8049, -3.6662, 18.8305, -0.0195, 0.1176, -0.0538
O, -5.5934, 13.8406, 21.8985, -0.0252, 0.1844, 0.0314
O, 25.212, 4.1104, 14.9659, -0.1491, 0.0365, -0.1097
O, 27.4203, 4.7268, 16.2475, 0.0553, 0.0206, 0.0129
O, -4.6853, -14.7803, 24.0169, 0.0624, -0.0664, -0.0717
O, 27.4379, 26.1728, 13.626, 0.0612, 0.1915, -0.03
O, 23.5073, -9.1002, 18.6706, -0.0379, -0.0317, -0.0057
O, 19.8176, 14.4818, 18.7055, 0.0366, -0.0024, -0.0223
O, 36.4697, 30.1713, 21.0062, -0.024, -0.0082, -0.068
O, -1.8959, 44.7377, 25.235, 0.0915, 0.0416, -0.0471
O, 7.5756, 9.0628, 28.8629, -0.0045, -0.3018, -0.1867
O, 4.8084, -2.5837, 25.036, -0.0245, -0.01, 0.0207
O, 27.4898, 37.8278, 28.2419, -0.2585, -0.1713, 0.0233
O, 29.1531, -0.3482, 21.7967, -0.0612, -0.0757, -0.1108
O, -17.1126, 6.924, 28.4711, -0.0037, 0.13, -0.1418
O, 15.9359, 26.756, 22.5396, 0.0215, 0.0096, 0.0068
O, -0.7679, 9.2901, 21.1978, -0.0044, -0.0273, -0.1131
O, 2.1378, 39.0232, 16.6162, 0.0096, 0.0381, 0.073
O, 43.4235, 55.0134, 15.1985, -0.2074, -0.0396, -0.061
O, 7.0291, 8.3657, 26.3666, -0.0068, -0.0456, -0.1616
O, 10.5145, 18.9286, 17.6332, 0.1416, -0.1545, 0.121
O, -0.3439, -17.166, 22.7689, -0.0319, 0.0356, 0.0396
O, 10.3931, 23.8068, 16.4743, -0.0332, 0.0072, 0.0793
O, 17.3668, -13.9354, 13.7412, 0.038, 0.0636, 0.1641
O, -1.5003, 49.1635, 18.474, -0.0649, 0.0213, -0.0357
O, 7.0285, -12.8542, 15.8173, -0.1571, 0.0064, 0.001
O, -16.8244, 9.135, 19.5609, 0.1468, -0.2726, -0.1134
O, 40.2656, 11.5037, 19.3179, 0.0509, -0.046, 0.1031
O, 28.3488, 2.6676, 26.4577, -0.1191, -0.0228, 0.0045
O, 15.6743, 39.9646, 20.9168, 0.202, -0.1509, -0.0857
O, 7.4937, 10.9753, 17.5522, 0.0976, -0.1452, -0.1961
O, -14.3638, 39.2757, 16.3544, 0.0116, -0.1483, -0.0418
O, -43.0351, 8.9014, 22.9248, -0.0177, 0.005, -0.1341
O, 11.5082, 14.8458, 27.026, 0.0962, -0.0503, -0.1009
O, 21.1635, 46.1725, 13.9468, 0.2017, 0.0467, -0.1391

Results
free energy: -175136.725 eV
free energy less fixed offsets of O -568.88, Si -635.61 eV per atom: 6.425 eV

The program warned: the cutoff lies below the one the program advises for these potential files; the exchange-correlation potential is rough where the density is thin.
